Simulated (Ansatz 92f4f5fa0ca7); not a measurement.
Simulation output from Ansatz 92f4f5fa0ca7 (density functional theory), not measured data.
Periodic cell of 251 atoms, Si144O97N10, from a study of silicon, its oxide and their interface. The atomic structure is a simulated model.
This geometry differs little from another in the collection (a relaxation step or a small displacement).

Settings: functional r2SCAN; potential files Ansatz PAW; basis plane waves; wave-function cutoff 800 eV; density cutoff ratio 5; exchange-correlation grid ratio 1; k mesh 1 x 1 x 1, shifted by 0.5 0.5 0 of a step; self-consistency stop 1e-10 eV per atom in the density residual; occupations fixed; spin none; net charge 0.

Cell vectors (angstrom)
a  10.8904  0  0
b  0  10.8904  0
c  5.311  4.7963  35.2962

Atoms: element, x, y, z (angstrom)
Si  1.7527  -1.6038  0.2262
Si  4.1137  1.1428  0.6545
Si  1.0924  4.1999  0.0377
Si  3.7286  -3.9983  0.1412
Si  -4.6316  -0.9421  0.0019
Si  -1.7957  1.5825  -0.0314
Si  7.0273  3.9671  -0.1484
Si  -1.1943  -4.5389  -0.0258
Si  2.7166  -0.2124  1.8434
Si  5.4917  2.8425  1.387
Si  2.589  -5.5213  1.4541
Si  5.397  -2.7732  1.2802
Si  -2.9169  0.0425  1.3235
Si  -0.0835  2.6008  1.2868
Si  8.1636  5.3397  1.4062
Si  -0.0953  -2.7409  1.1706
Si  1.2576  1.3204  2.783
Si  4.0624  4.1049  2.7524
Si  1.2265  -4.0871  2.7169
Si  4.1738  -1.5586  2.9551
Si  6.7751  1.4172  2.7942
Si  9.5207  3.9739  2.7577
Si  6.7929  6.7923  2.6559
Si  -1.4444  -1.3608  2.5775
Si  -0.1059  -0.0464  4.067
Si  2.6913  2.7005  4.0709
Si  -0.0538  5.4122  4.0925
Si  2.6585  -2.8349  4.1615
Si  5.4592  -0.0111  4.1525
Si  8.1698  2.687  4.1657
Si  5.4251  5.4724  4.0813
Si  8.1516  -2.7257  4.0132
Si  1.3987  -1.3394  10.8089
Si  4.2348  1.4266  10.9127
Si  1.424  4.1733  10.86
Si  4.1168  -4.0489  10.8877
Si  6.7772  -1.3643  10.8503
Si  -1.3506  1.3782  10.8376
Si  6.8601  4.1214  10.876
Si  -1.347  6.7636  10.8875
Si  2.8353  0.0062  12.0935
Si  5.6113  2.8145  12.3475
Si  2.7796  5.5276  12.2868
Si  5.4698  -2.7143  12.2867
Si  -2.7361  -0.0133  12.1537
Si  0.0148  2.8171  12.1162
Si  8.2072  5.4029  12.3124
Si  0.0171  -2.7042  12.1414
Si  1.5019  1.4943  13.2734
Si  4.2206  4.2641  13.6824
Si  1.3677  -3.9724  13.5803
Si  4.0641  -1.3465  13.596
Si  -3.844  1.3658  13.6711
Si  -1.2808  4.0149  13.6799
Si  6.9078  -4.0164  13.6569
Si  -1.3669  -1.3546  13.4777
Si  0.1655  0.0754  14.4479
Si  2.9496  2.6296  14.7378
Si  -0.1766  -5.1769  14.8589
Si  2.2935  -2.2414  14.9113
Si  5.2326  0.3164  14.7272
Si  -2.0156  2.2243  15.1221
Si  5.5809  5.6452  15.1238
Si  -2.3776  -2.9  14.9941
Si  8.0637  2.8087  30.5577
Si  1.0882  9.1513  26.4354
Si  11.0923  2.5223  27.2633
Si  3.6375  -2.3511  22.8023
Si  10.8431  3.7096  30.0752
Si  1.2215  -5.2215  24.0448
Si  6.2462  4.3664  28.6087
Si  -0.6442  -2.5878  20.0089
Si  -2.7552  3.1722  19.543
Si  -1.2307  2.6174  21.874
Si  3.5868  -3.9166  17.1042
Si  2.44  0.1702  18.4827
Si  -1.9622  -2.5047  22.5545
Si  -0.2676  0.6601  17.2108
Si  -2.2738  -1.6842  17.7977
Si  2.7202  0.7129  27.1507
Si  5.0586  1.0181  17.3757
Si  0.8111  -2.3523  23.5644
Si  2.6235  -6.6098  22.096
Si  8.1055  7.3448  33.6431
Si  12.885  -0.6415  29.8532
Si  7.8155  6.5948  27.5757
Si  9.6997  4.0582  24.7802
Si  7.0292  0.316  19.515
Si  3.9366  -2.3853  19.8135
Si  4.1292  5.7742  24.1234
Si  12.9332  -0.0565  32.8963
Si  1.7476  2.9465  32.4711
Si  5.5968  1.9828  27.1134
Si  -4.1065  3.4765  17.0638
Si  10.2154  6.5208  29.5017
Si  9.833  7.1001  25.1527
Si  1.7066  4.4311  16.9972
Si  7.2611  0.2949  29.0882
Si  4.3052  6.3974  29.9962
Si  1.7656  -3.9829  21.2582
Si  7.0577  4.637  32.7629
Si  2  7.4644  28.5216
Si  -0.3009  -0.1996  21.7401
Si  6.6402  4.427  25.6872
Si  1.5776  1.8222  21.009
Si  10.2792  -0.1393  28.4679
Si  9.0393  9.2023  30.4898
Si  4.0694  4.8737  32.4836
Si  -0.0435  3.1912  19.1075
Si  6.3953  8.4998  29.6255
Si  10.1412  -1.2431  33.2315
Si  6.1093  -1.3251  21.6418
Si  1.315  -1.3676  5.4271
Si  4.0482  1.3481  5.448
Si  1.3643  4.0832  5.4371
Si  4.0641  6.7613  5.5026
Si  6.8468  -1.3683  5.4534
Si  -1.368  1.3163  5.4974
Si  6.7894  4.0972  5.4415
Si  9.4895  6.8038  5.4197
Si  2.6879  -0.0018  6.7951
Si  5.4303  2.7215  6.7891
Si  2.7251  5.3995  6.8387
Si  5.4431  -2.712  6.7968
Si  -2.708  -0.0334  6.8453
Si  0.0244  2.7102  6.8011
Si  8.1504  5.4534  6.8031
Si  -0.022  -2.7336  6.7877
Si  1.3955  1.3863  8.1849
Si  4.1044  4.0725  8.1888
Si  1.3735  6.8196  8.1318
Si  4.0876  -1.33  8.1398
Si  6.8227  1.3728  8.1324
Si  -1.3381  4.0922  8.135
Si  6.7986  -4.0769  8.1612
Si  -1.3531  -1.388  8.1935
Si  0.0168  0.0155  9.4946
Si  2.7827  2.734  9.5732
Si  0.0267  5.4674  9.4866
Si  2.7519  -2.7173  9.4857
Si  5.4704  0.0332  9.488
Si  8.181  2.7411  9.4893
Si  5.4592  5.4565  9.5348
Si  8.1623  -2.7539  9.5458
O  7.9875  -2.3509  16.4514
O  3.1192  -1.1185  19.1829
O  9.6558  2.6487  30.3593
O  3.2326  6.4841  28.7978
O  7.7511  6.1181  32.6207
O  -1.2783  -4.0649  15.3398
O  13.4104  7.5829  34.7233
O  6.5186  4.7625  16.1328
O  2.6682  -2.7635  16.4201
O  5.6039  4.6266  32.0854
O  6.6737  0.0864  21.0749
O  12.6203  2.0055  27.0263
O  2.2847  3.1745  16.1373
O  11.9826  3.6805  33.7337
N  -0.6169  1.1984  15.5757
O  9.5046  -2.7481  33.3823
O  8.1097  4.4071  24.9598
O  5.3681  10.1757  34.9106
O  4.8226  -4.1499  16.0745
O  4.002  5.6002  33.9141
O  2.7652  2.7575  21.5901
O  8.2525  6.6449  35.0719
O  7.5838  8.5134  30.751
O  1.1781  -1.0585  15.1247
O  6.9434  3.8291  18.6531
O  -3.3381  -1.0683  18.8453
O  11.1578  3.5932  28.479
O  11.3817  -0.0494  29.6579
O  8.3276  3.2714  21.1605
O  8.7188  7.1307  26.3234
O  6.1601  2.8672  25.8537
O  6.9217  8.4279  33.8646
O  0.4504  5.0711  16.2142
O  12.099  3.3483  31.0018
N  0.2653  -2.6092  25.1743
O  -0.4333  -0.9614  20.2744
O  -1.6713  -3.1934  21.1101
O  -2.7578  2.7382  16.5025
O  -5.2613  0.7043  18.831
O  4.0219  -3.4645  18.5912
O  4.0411  1.432  14.9364
O  11.4993  6.6516  28.5316
O  10.7982  9.5741  27.4638
O  2.1067  1.2797  19.5982
O  4.8293  -1.2424  22.6474
O  3.3278  0.2713  33.8222
N  6.857  5.1954  27.2112
O  13.3898  -0.4569  31.3733
O  2.8405  5.5496  17.1952
O  2.655  -5.1334  24.8792
O  -1.4519  3.9664  18.9755
O  8.04  2.004  34.9366
O  9.4689  -0.4219  17.354
N  1.1059  -3.9217  22.8638
O  -5.4285  -2.0859  20.3294
O  3.9784  4.8052  22.8104
O  7.5109  3.8166  29.4297
O  3.3021  3.4398  32.4695
O  8.048  1.5534  19.2901
N  8.7819  -0.5797  29.1496
N  -0.5185  -1.4942  22.8161
O  8.89  6.162  28.6816
O  -5.3953  2.517  16.9327
O  -1.3115  -2.7547  18.5466
O  0.736  -3.4337  20.1133
O  2.307  -1.6729  23.5069
O  -1.3961  0.9827  21.9804
O  6.8171  4.224  34.2906
O  7.8829  3.4678  32.014
N  10.5978  5.5605  24.8647
O  5.6534  -0.0364  16.2817
O  2.0178  8.6522  29.6126
O  9.4703  -0.0859  34.1318
O  1.3574  1.3943  32.6847
O  10.5797  -8.9965  18.1962
O  5.4448  5.384  29.5232
O  2.2008  -5.5251  20.9449
O  10.0503  7.9618  30.2112
O  1.1559  0.5271  21.8991
O  8.9537  7.3929  23.8053
O  6.106  -0.8232  29.3272
O  4.3006  -3.5642  23.6631
O  5.2651  3.1294  28.2195
O  1.2071  3.9758  18.4616
O  1.4223  -6.5917  23.1895
O  5.0595  7.8202  30.2132
O  2.1531  8.1055  27.0561
O  10.3535  4.9235  35.0679
O  6.8908  7.7603  28.2439
N  3.1314  -2.9281  21.2343
O  10.4477  5.2414  30.46
O  2.8414  0.117  28.6711
O  -1.0832  3.2666  23.3458
O  3.4732  0.8604  17.4642
O  10.1617  1.2526  27.6647
O  2.0137  10.4843  26.1606
O  3.5331  5.8829  31.3195
N  0.1481  2.778  20.7715
O  7.321  1.3851  30.3032
N  11.8489  9.6509  33.6421
O  6.8042  1.0385  27.6955
O  5.4589  5.2524  24.8896
O  4.2384  1.1625  26.7346
O  -3.4844  -1.9422  22.4087
O  9.7047  10.0284  31.71
O  1.1201  -0.1126  17.5874
O  10.3731  3.1315  25.9371

Results
free energy: -151300.024 eV
free energy less fixed offsets of N -386.36, O -570.45, Si -639.56 eV per atom: -6.134 eV

Forces (eV/angstrom), in the order of the atoms: element, x, y, z
Si  0.0013  0.0328  -0.1098
Si  -0.0198  0.0144  -0.0627
Si  0.0138  -0.0111  -0.1041
Si  0.004  -0.0251  -0.1016
Si  0.0176  -0.0014  -0.1275
Si  0.013  -0.0338  -0.1253
Si  -0.0147  0.0306  -0.1053
Si  -0.0261  -0.0104  -0.1137
Si  -0.0004  0.0071  -0.0041
Si  0.0047  -0.0065  -0.0078
Si  -0.0009  0.0016  0.0018
Si  -0.0005  0.0061  0.0009
Si  -0.0031  -0.0003  0.0051
Si  -0.002  0.0019  0.0013
Si  -0.0001  -0.0061  0.0103
Si  0.0034  -0.0071  0.002
Si  -0.003  0.0049  -0.0039
Si  -0.0002  -0.0033  0.0037
Si  -0.0005  0.0006  0.0001
Si  0.0064  -0.0061  0.0004
Si  -0.0041  0.0024  -0.0009
Si  0.0002  0.0009  0.0026
Si  -0.0002  -0.0009  0.0007
Si  0.0002  0.0007  -0.0025
Si  -0.0006  -0.0017  0.0007
Si  0.0009  0.0008  -0.0006
Si  0.0011  0.001  -0.0013
Si  -0.0027  -0.003  0.0011
Si  0.0029  0.0013  0.0012
Si  0.0002  0.0013  0.0024
Si  0.0012  0.0013  0.0014
Si  0.0003  -0.003  0.0008
Si  -0.0003  -0.0003  -0.0038
Si  0.0002  -0.0014  -0.0031
Si  -0.0013  0.0014  0.0055
Si  0.0006  0.0004  -0.0006
Si  -0.005  0.0011  0.0035
Si  0.0017  -0.0004  0.001
Si  0.0019  0.0003  0.0024
Si  0.0039  -0.0014  -0.0018
Si  0.0016  0.0006  0.0031
Si  0.0024  0.0002  0.0005
Si  0.0014  0.0001  0.0031
Si  0.0004  -0.001  0.0021
Si  0.0026  -0.0007  0.0001
Si  0.0005  -0.0013  -0.0031
Si  0.0023  0  -0.005
Si  0.0014  -0.0007  -0.0032
Si  -0.0001  0.0064  0.0011
Si  -0.0004  -0.002  0.0129
Si  0.0021  0.0011  0.0154
Si  0.0029  -0.0028  0.0105
Si  -0.0001  -0.0007  0.0108
Si  0.0054  -0.0015  0.0117
Si  -0.0019  0.001  0.0045
Si  -0.0058  0.0047  0.0087
Si  0.0125  -0.0135  -0.0528
Si  0.0139  -0.003  -0.0934
Si  -0.0132  0.0177  -0.0934
Si  -0.0037  0.0087  -0.0965
Si  -0.0027  -0.0036  -0.0992
Si  0.0006  -0.0015  -0.0977
Si  0.0032  -0.0071  -0.1002
Si  0.0155  -0.0239  -0.1096
Si  -0.0085  -0.025  -0.233
Si  -0.0331  -0.0539  -0.276
Si  -0.0219  0.021  -0.2662
Si  0.022  0.0263  -0.2173
Si  -0.04  0.0255  -0.2431
Si  0.0333  -0.0044  -0.2006
Si  -0.0054  0.0029  -0.2272
Si  -0.0296  0.014  -0.2324
Si  -0.0456  0.0059  -0.2258
Si  -0.0109  -0.0322  -0.2771
Si  -0.0132  -0.0094  -0.2346
Si  -0.0012  0.0072  -0.2208
Si  -0.0296  0.0475  -0.2341
Si  -0.0383  -0.0089  -0.2202
Si  -0.0182  0.0177  -0.2377
Si  -0.0215  -0.0019  -0.2059
Si  0.0166  0.0108  -0.2095
Si  0.0095  0.0337  -0.2351
Si  -0.0165  -0.0476  -0.2111
Si  0.0203  -0.0257  -0.1985
Si  -0.0162  -0.0119  -0.2813
Si  0.04  -0.0207  -0.251
Si  0.025  0.0055  -0.2816
Si  -0.0111  0.0136  -0.2089
Si  0.0008  0.0083  -0.2678
Si  -0.0607  0.0397  -0.2173
Si  -0.0068  0.0253  -0.2569
Si  0.0013  -0.0063  -0.2478
Si  -0.0222  0.0375  -0.1947
Si  0.004  0.0082  -0.2045
Si  -0.0088  -0.011  -0.1959
Si  0.0345  0.0022  -0.2489
Si  0.0079  0.0036  -0.2112
Si  -0.0235  0.0169  -0.1715
Si  0.0255  0.0142  -0.2273
Si  0.0191  0.0224  -0.2164
Si  0.0205  -0.0422  -0.238
Si  -0.0157  0.029  -0.2187
Si  0.0112  0.044  -0.1828
Si  -0.0077  0.0413  -0.2523
Si  -0.0131  -0.0223  -0.204
Si  0.0309  -0.0089  -0.2135
Si  -0.022  -0.0245  -0.2322
Si  -0.0015  0.0095  -0.2403
Si  0.0102  0.0028  -0.2473
Si  0.0066  -0.012  -0.194
Si  -0.0318  -0.0122  -0.2329
Si  0.0054  0.0452  -0.2158
Si  0.0007  0.0014  -0.0023
Si  -0.0003  0.0007  0.004
Si  0  -0.0006  0.0009
Si  0.002  -0.0032  0
Si  0.0022  -0.0029  0.0019
Si  0.0002  -0.0018  0.0001
Si  0.0009  0.0004  0.0012
Si  -0.0013  -0.0015  -0.0004
Si  -0.0013  -0.0023  0.0007
Si  0.0011  -0.0004  0.0012
Si  -0.0015  -0.0016  0.0008
Si  0.0007  -0.0003  0.0013
Si  -0.0001  -0.0008  -0.0006
Si  0.0002  0.0005  0.0005
Si  -0.0006  -0.0012  0
Si  -0.0018  0.0005  -0.0005
Si  0.0031  -0.0003  -0.0007
Si  0.0009  -0.0012  0.0003
Si  -0.0012  0.0003  0.0024
Si  0.0004  0.0006  0.0027
Si  -0.0006  0.0003  0.0031
Si  0.0007  0.0005  0.0031
Si  0.0013  -0.0013  0.0002
Si  0.0003  -0.0043  -0.0006
Si  0.001  -0.0006  -0.0036
Si  -0.0007  -0.0031  0.0013
Si  -0.0041  -0.0001  0.0004
Si  0.0007  0  -0.0012
Si  -0.0021  -0.0017  0.0006
Si  -0.0015  0.0013  -0.0017
Si  0.0014  0.0005  0.0039
Si  0.0024  -0.0028  0.0061
O  -0.0003  0.0373  0.1591
O  0.0244  -0.0533  0.1065
O  -0.0104  0.0005  0.0812
O  0.0435  -0.0203  0.0955
O  0.0008  0.0305  0.0981
O  0.0001  0.0038  0.0537
O  -0.005  0.0001  0.0485
O  0.0371  -0.0549  0.0958
O  0.0274  -0.0344  0.1188
O  0.0017  0.007  0.0969
O  -0.0163  -0.0434  0.1198
O  -0.0044  -0.006  0.0696
O  -0.0346  0.0328  0.1058
O  -0.0383  0.0319  0.1724
N  0.0146  -0.0053  0.1183
O  -0.0021  0.0004  0.0807
O  -0.068  0.0073  0.1053
O  -0.0005  0.0016  0.0521
O  -0.0401  0.0244  0.1044
O  -0.019  0.0525  0.1694
O  0.0274  0.0571  0.0876
O  0.0344  -0.0267  0.1049
O  0.0311  -0.0021  0.1091
O  0.0029  -0.002  0.045
O  0.0367  -0.0147  0.132
O  -0.0344  0.0285  0.1005
O  -0.0059  0.0349  0.17
O  0.0338  -0.0057  0.1109
O  0.0403  -0.0085  0.1511
O  -0.094  -0.0161  0.1778
O  -0.018  -0.0507  0.1147
O  -0.0363  0.0383  0.1061
O  0.0404  -0.0375  0.1064
O  0.0664  -0.0279  0.1645
N  0.003  0.0275  0.1917
O  0.0098  0.007  0.1296
O  -0.0188  0.002  0.1389
O  -0.0483  0.0296  0.1161
O  0.0485  -0.0243  0.118
O  0.0096  0.0537  0.1817
O  0.0105  -0.0028  0.0602
O  -0.0267  -0.008  0.0916
O  -0.0482  0.0565  0.1494
O  -0.0246  0.0487  0.1443
O  -0.0425  -0.0133  0.0932
O  0.059  0.0028  0.1356
N  -0.0097  0.0092  0.1686
O  -0.0048  0.0279  0.2131
O  0.0019  0.0082  0.0705
O  0.0101  -0.0039  0.0914
O  0.0049  -0.0104  0.0892
O  0.0072  -0.0086  0.0564
O  -0.0054  -0.0251  0.0889
N  -0.0324  -0.0063  0.1695
O  0.0185  0.0065  0.1136
O  0.0376  0.0361  0.1202
O  0.0478  -0.0393  0.131
O  0.001  -0.0009  0.0728
O  0.0041  -0.0033  0.0823
N  -0.017  -0.0298  0.1147
N  0.0308  -0.058  0.1309
O  0.0531  -0.0008  0.124
O  0.0015  -0.0142  0.075
O  0.056  -0.024  0.1429
O  0.0344  -0.0259  0.1079
O  -0.0414  -0.0011  0.0998
O  -0.006  -0.0075  0.0741
O  -0.0073  -0.0506  0.1621
O  -0.0356  0.0633  0.1484
N  -0.0468  -0.0029  0.1048
O  -0.007  0.0133  0.1314
O  0.0028  0.041  0.107
O  -0.0296  0.0618  0.1279
O  0.0103  -0.0234  0.0871
O  0.0063  0.0598  0.1259
O  -0.0499  0.0322  0.1119
O  0.0034  -0.0086  0.1025
O  -0.0185  0.0472  0.0873
O  -0.0144  -0.0344  0.0725
O  0.0301  -0.0553  0.174
O  -0.0004  -0.0197  0.0678
O  0.0211  -0.0672  0.1053
O  0.0069  0.0273  0.0998
O  -0.0429  -0.0313  0.1457
O  -0.0334  0.0366  0.1183
O  -0.015  -0.0094  0.0733
O  0.0274  -0.0339  0.1551
O  -0.0101  0.0078  0.0535
O  -0.0352  0.0561  0.1296
N  -0.0347  -0.0214  0.1728
O  0.0072  -0.0296  0.0852
O  -0.0158  -0.0384  0.16
O  -0.0055  0.0755  0.2349
O  -0.0344  -0.0197  0.0924
O  -0.0183  -0.0434  0.1002
O  0.0218  0.0376  0.1027
O  -0.009  -0.0553  0.1584
N  -0.0017  -0.0118  0.1594
O  0.012  0.0364  0.0927
N  0.0127  -0.0429  0.1454
O  0.0462  -0.0459  0.1158
O  0.094  -0.0527  0.1291
O  0.0039  0.0007  0.0633
O  0.0418  -0.0285  0.0879
O  0.0531  0.0089  0.1954
O  0.0397  -0.0053  0.1023
O  0.0557  -0.0696  0.1816

The program warned: the cutoff lies below the one the program advises for these potential files; the forces do not sum to zero within the program's tolerance; empty levels may hold ghost states of the PAW files; the exchange-correlation potential is rough where the density is thin.
